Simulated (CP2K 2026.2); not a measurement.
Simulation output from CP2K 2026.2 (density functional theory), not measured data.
Periodic cell of 654 atoms, Si398O256, from a study of silicon, its oxide and their interface. The atomic structure is a simulated model.
Doubt: the forces sum to 2.32 eV/angstrom along one axis rather than to zero, so they err by at least 0.0035 eV/angstrom per atom on average; the grid cutoff is modest.

Settings
functional: PBE
method: Gaussian and plane waves
basis set: DZVP-MOLOPT-SR-GTH
pseudopotentials: GTH-PBE
grid cutoff: 350 Ry, relative cutoff 50 Ry
k points: Gamma only
occupations: fixed
spin: none
net charge: 0

Cell vectors (angstrom)
a	16.4025	0	0
b	0	16.4025	0
c	0	0	42.3712

Atoms: element, x, y, z (angstrom)
Si	0.09	16.292	0.298
Si	2.155	3.224	42.241
Si	0.115	5.479	0.419
Si	2.278	8.728	42.355
Si	16.392	10.901	0.232
Si	2.241	14.096	0.088
Si	5.651	0.006	0.152
Si	7.663	3.043	42.369
Si	5.673	5.468	0.222
Si	8.116	8.393	0.291
Si	6.073	10.834	0.106
Si	7.886	14.181	42.349
Si	11.096	0.251	42.084
Si	14.455	2.196	42.106
Si	10.985	5.307	41.877
Si	14.387	7.647	42.275
Si	10.675	10.565	0.032
Si	14.047	12.989	42.129
Si	1.391	1.466	1.411
Si	3.985	4.163	1.256
Si	1.433	7.023	1.522
Si	4.078	9.792	1.23
Si	1.288	12.413	1.489
Si	4.001	15.158	1.328
Si	6.787	1.496	1.557
Si	9.531	4.166	1.102
Si	6.931	6.818	1.594
Si	9.579	9.503	1.734
Si	6.932	12.521	1.495
Si	9.632	15.284	1.139
Si	12.548	1.402	1.149
Si	15.115	3.921	1.387
Si	12.494	6.577	1.04
Si	15.058	9.407	1.434
Si	12.292	12.074	1.126
Si	14.969	14.825	1.29
Si	0.033	2.695	2.843
Si	2.76	0.109	2.774
Si	0.02	8.231	2.891
Si	2.787	5.552	2.76
Si	16.301	13.664	2.835
Si	2.77	11.069	2.747
Si	5.327	2.816	2.773
Si	8.289	0.103	2.698
Si	5.415	8.295	2.7
Si	8.315	5.41	2.781
Si	5.394	13.788	2.741
Si	8.225	11.046	2.867
Si	11.014	2.783	2.498
Si	13.676	16.328	2.625
Si	11.098	8.01	2.673
Si	13.688	5.33	2.665
Si	10.967	13.681	2.475
Si	13.591	10.809	2.674
Si	1.385	4.156	4.124
Si	4.091	1.416	4.191
Si	1.409	9.656	4.139
Si	4.135	6.905	4.143
Si	1.341	15.09	4.091
Si	4.115	12.386	4.149
Si	6.823	4.12	4.096
Si	9.673	1.46	4.015
Si	6.804	9.626	4.123
Si	9.667	6.79	4.106
Si	6.865	15.122	4.054
Si	9.662	12.419	4.068
Si	12.276	4.065	4.051
Si	15.027	1.281	4.09
Si	12.303	9.463	4.097
Si	15.022	6.767	4.095
Si	12.271	15.003	3.986
Si	14.949	12.218	4.098
Si	16.4	16.394	10.929
Si	2.721	2.731	10.922
Si	0.004	5.468	10.942
Si	2.733	8.225	10.94
Si	16.394	10.955	10.951
Si	2.721	13.681	10.947
Si	5.45	0.005	10.937
Si	8.194	2.738	10.931
Si	5.458	5.479	10.907
Si	8.193	8.219	10.908
Si	5.458	10.953	10.934
Si	8.191	13.671	10.931
Si	10.936	16.387	10.939
Si	13.666	2.72	10.935
Si	10.93	5.474	10.914
Si	13.659	8.208	10.929
Si	10.93	10.946	10.903
Si	13.671	13.673	10.927
Si	1.362	1.352	12.296
Si	4.091	4.108	12.266
Si	1.372	6.842	12.302
Si	4.087	9.598	12.315
Si	1.354	12.321	12.331
Si	4.082	15.046	12.324
Si	6.813	1.374	12.297
Si	9.564	4.113	12.281
Si	6.811	6.855	12.263
Si	9.557	9.59	12.268
Si	6.818	12.314	12.309
Si	9.564	15.022	12.304
Si	12.311	1.344	12.303
Si	15.038	4.089	12.297
Si	12.287	6.839	12.289
Si	15.018	9.585	12.304
Si	12.3	12.3	12.271
Si	15.048	15.026	12.304
Si	16.401	2.711	13.662
Si	2.7	16.395	13.703
Si	16.393	8.211	13.653
Si	2.749	5.464	13.653
Si	16.392	13.68	13.718
Si	2.719	10.957	13.705
Si	5.427	2.743	13.649
Si	8.177	16.392	13.648
Si	5.454	8.206	13.656
Si	8.169	5.484	13.617
Si	5.445	13.672	13.691
Si	8.193	10.935	13.655
Si	10.932	2.73	13.631
Si	13.693	16.388	13.672
Si	10.917	8.229	13.635
Si	13.656	5.459	13.643
Si	10.94	13.638	13.651
Si	13.65	10.962	13.67
Si	1.389	4.072	14.994
Si	4.064	1.385	15.038
Si	1.341	9.566	15.047
Si	4.106	6.83	15.035
Si	1.337	15.05	15.124
Si	4.068	12.337	15.093
Si	6.801	4.123	14.986
Si	9.543	1.38	14.977
Si	6.824	9.567	15.018
Si	9.509	6.877	14.965
Si	6.827	15.032	15.046
Si	9.579	12.271	15.028
Si	12.315	4.064	15.009
Si	15.045	1.358	15.062
Si	12.267	9.598	15.021
Si	15.006	6.848	14.994
Si	12.332	14.988	14.996
Si	15.007	12.309	15.075
Si	16.376	0.037	16.524
Si	2.71	2.737	16.445
Si	16.394	5.443	16.279
Si	2.691	8.159	16.397
Si	16.35	10.903	16.432
Si	2.698	13.69	16.521
Si	5.439	0.016	16.386
Si	8.129	2.72	16.328
Si	5.523	5.513	16.415
Si	8.178	8.22	16.414
Si	5.462	10.922	16.39
Si	8.256	13.673	16.378
Si	10.955	16.398	16.253
Si	13.676	2.71	16.431
Si	10.873	5.465	16.23
Si	13.652	8.243	16.358
Si	10.873	10.88	16.458
Si	13.642	13.665	16.473
Si	1.338	1.429	17.948
Si	4.154	4.116	17.729
Si	1.298	6.744	17.715
Si	4.087	9.515	17.75
Si	1.284	12.259	17.811
Si	4.08	15.142	17.834
Si	6.831	1.331	17.764
Si	9.484	4.161	17.6
Si	6.873	6.886	17.856
Si	9.52	9.487	17.892
Si	6.915	12.259	17.716
Si	9.671	15.082	17.68
Si	12.247	1.28	17.712
Si	15.092	4.141	17.727
Si	12.175	6.868	17.565
Si	15.019	9.515	17.839
Si	12.242	12.257	17.809
Si	14.95	15.092	17.911
Si	16.348	2.892	19.35
Si	2.788	0.101	19.383
Si	16.34	7.99	19.174
Si	2.757	5.449	19.027
Si	16.326	13.626	19.216
Si	2.66	10.846	19.1
Si	5.482	2.756	19.126
Si	8.323	16.39	19.059
Si	5.441	8.203	19.232
Si	8.293	5.485	19.163
Si	5.584	13.733	18.936
Si	8.18	10.904	19.266
Si	10.832	2.743	18.823
Si	13.494	0.06	19.367
Si	10.882	7.993	19.182
Si	13.568	5.534	18.786
Si	10.948	13.73	19.122
Si	13.544	10.846	19.203
Si	1.841	4.004	20.629
Si	4.128	1.708	20.756
Si	1.597	9.103	20.422
Si	3.84	6.938	20.498
Si	1.105	15.224	20.539
Si	4.261	12.248	20.086
Si	7.057	3.96	20.41
Si	9.335	1.747	20.321
Si	6.396	9.935	20.558
Si	10.009	6.239	20.7
Si	7.241	14.734	20.334
Si	9.424	12.567	20.449
Si	12.209	4.149	20.01
Si	14.398	1.97	20.518
Si	12.375	9.171	20.509
Si	14.526	6.881	20.425
Si	12.409	14.652	20.825
Si	14.698	12.439	20.532
Si	14.204	16.328	24.762
Si	4.144	3.012	24.713
Si	1.413	2.141	24.139
Si	2.416	13.284	22.284
Si	0.287	11.01	22.396
Si	6.381	0.35	22.689
Si	9.409	1.213	23.267
Si	5.508	7.391	24.969
Si	8.663	10.579	24.934
Si	5.849	10.116	23.616
Si	11.339	15.326	23.841
Si	15.878	0.459	22.462
Si	10.049	6.343	23.826
Si	14.72	5.545	23.224
Si	10.957	10.916	22.674
Si	2.903	3.287	27.311
Si	5.404	5.246	22.769
Si	5.237	14.023	30.335
Si	1.986	11.966	26.99
Si	16.007	11.003	25.469
Si	3.994	12.438	24.636
Si	10.83	3.537	25.077
Si	9.329	12.067	27.565
Si	13.01	10.626	24.771
Si	8.086	12.527	30.326
Si	11.013	14.578	26.729
Si	9.114	3.294	27.73
Si	11.748	10.349	27.382
Si	9.258	0.334	28.138
Si	13.232	2.61	30.68
Si	5.469	15.091	25.299
Si	2.608	6.833	25.748
Si	4.947	15.439	35.472
Si	2.643	2.33	31.357
Si	8.344	7.686	26.03
Si	12.192	7.144	27.649
Si	2.143	13.635	29.647
Si	9.549	7.018	28.893
Si	10.508	2.118	30.109
Si	12.679	7.497	24.665
Si	1.276	5.279	31.241
Si	1.168	9.129	27.076
Si	1.189	5.235	23.471
Si	4.713	3.895	29.839
Si	7.202	5.176	28.978
Si	15.089	0.931	29.07
Si	9.424	10.745	32.365
Si	13.79	7.713	29.974
Si	6.477	15.652	27.943
Si	10.451	13.566	32
Si	12.476	4.863	32.525
Si	13.613	10.584	29.442
Si	1.865	6.719	28.556
Si	0.053	2.579	26.769
Si	14.049	3.115	25.078
Si	4.617	1.008	26.642
Si	3.055	6.252	33.328
Si	0.196	9.132	37.187
Si	15.673	15.745	33.572
Si	2.396	3.55	34.847
Si	9.226	2.515	37.348
Si	2.558	8.952	33.976
Si	11.244	9.032	30.66
Si	0.91	16.233	30.85
Si	5.99	15.762	32.876
Si	7.629	7.947	36.788
Si	10.217	6.362	33.683
Si	15.104	6.482	32.417
Si	15.383	13.171	29.742
Si	8.749	15.15	33.943
Si	13.599	13.938	32.18
Si	4.728	6.706	29.761
Si	5.021	8.099	32.436
Si	15.384	14.035	36.061
Si	4.938	6.528	37.651
Si	7.917	8.558	33.7
Si	8.887	12.926	36.044
Si	3.194	13.897	37.279
Si	4.021	1.303	33.979
Si	9.395	5.365	36.294
Si	11.947	6.576	36.152
Si	14.003	11.694	34.362
Si	10.63	0.551	35.472
Si	0.148	1.758	35.182
Si	14.006	15.032	27.589
Si	15.949	9.132	34.157
Si	0.36	3.909	37.044
Si	14.817	16.177	38.179
Si	0.992	12.214	37.588
Si	6.199	1.722	40.198
Si	4.96	3.505	38.136
Si	4.761	10.101	39.064
Si	8.226	11.883	40.636
Si	10.329	8.171	40.633
Si	14.296	5.443	37.68
Si	6.452	1.059	37.382
Si	2.173	2.651	39.094
Si	3.112	8.577	36.768
Si	4.343	7.53	40.451
Si	13.686	2.566	39.031
Si	2.97	12.541	39.772
Si	10.82	2.598	40.032
Si	7.585	10.865	37.873
Si	11.555	11.668	36.15
Si	1.385	0.126	37.619
Si	12.715	14.765	39.997
Si	11.681	9.126	38.01
Si	11.717	2.099	32.92
Si	14.345	8.191	39.192
Si	11.166	14.399	37.248
O	15.555	0.965	41.756
O	13.787	3.996	38.237
O	2.358	2.613	40.707
O	0.769	3.312	38.528
O	1.143	4.524	41.867
O	15.512	6.451	41.868
O	2.863	7.928	41.022
O	4.192	6.666	39.087
O	15.29	11.894	41.731
O	1.105	9.847	41.813
O	2.882	13.214	41.23
O	1.168	15.248	41.823
O	5.166	0.996	41.257
O	15.715	8.7	38.476
O	11.983	15.614	41.175
O	6.721	4.362	41.922
O	5.135	6.564	41.484
O	6.818	9.374	0.155
O	8.757	8.261	41.122
O	6.682	11.426	41.022
O	3.85	11.181	39.874
O	8.315	13.499	40.891
O	6.721	15.291	41.893
O	10.417	1.423	41.112
O	11.618	14.61	38.798
O	14.246	2.79	40.56
O	11.156	4.006	40.822
O	10.723	6.592	40.842
O	11.38	10.594	37.375
O	13.164	9.17	38.654
O	11.225	9.218	41.553
O	9.445	11.271	41.543
O	14.276	8.384	40.799
O	13.288	13.394	40.697
O	1.501	5.071	21.874
O	3.033	1.977	24.094
O	5.17	1.298	22.045
O	2.992	2.884	21.178
O	0.718	9.589	21.735
O	13.632	13.568	21.137
O	4.364	6.031	21.781
O	2.77	8.087	21.081
O	2.804	13.212	23.847
O	14.367	1.532	24.917
O	5.324	11.176	20.713
O	3.746	13.165	21.363
O	6.598	4.635	21.853
O	8.175	2.817	20.838
O	12.663	16.159	24.292
O	10.055	1.349	21.765
O	6.471	9.598	22.19
O	7.127	10.691	24.431
O	9.488	6.49	22.285
O	8.9	6.583	24.965
O	6.631	15.617	21.56
O	8.24	13.59	21.07
O	10.428	12.089	21.678
O	11.23	5.114	20.972
O	13.208	3.122	20.857
O	14.753	1.564	22.076
O	15.264	15.857	23.599
O	13.559	8.104	21.062
O	11.361	9.616	21.757
O	1.046	3.71	23.998
O	14.792	5.724	21.599
O	11.633	14.809	22.31
O	11.084	14.288	25.101
O	15.268	11.594	21.844
O	1.703	14.713	22.001
O	2.257	13.177	28.061
O	4.732	4.001	23.588
O	3.387	3.904	25.868
O	2	6.034	27.054
O	0.835	1.192	22.965
O	5.56	14.789	34.121
O	0.243	10.777	23.995
O	1.425	12.063	21.915
O	16.199	16.132	21.037
O	5.123	13.55	24.979
O	1.646	1.27	30.65
O	10.002	2.376	24.26
O	7.763	1.151	23.133
O	5.986	6.311	23.847
O	6.727	7.631	26.002
O	9.724	10.692	23.709
O	8.931	9.131	25.607
O	8.76	11.731	26.079
O	4.689	11.277	23.714
O	14.569	15.467	26.101
O	9.968	16.204	23.847
O	10.698	4.879	24.155
O	14.361	4.044	23.766
O	13.291	9.01	24.674
O	11.187	7.506	24.024
O	10.117	13.465	27.464
O	12.376	11.301	23.423
O	4.227	15.959	25.962
O	15.16	3.504	26.267
O	4.231	6.874	25.817
O	8.506	5.98	29.655
O	13.139	10.996	27.937
O	15.965	16.316	29.963
O	5.133	8.818	24.289
O	6.644	15.023	26.435
O	1.926	10.466	27.662
O	5.752	0.721	27.783
O	3.286	11.895	25.995
O	0.53	12.166	26.206
O	10.164	3.732	26.555
O	9.695	3.294	29.282
O	8.726	7.502	27.581
O	10.921	6.32	28.278
O	10.363	10.887	28.029
O	13.645	6.599	23.764
O	6.534	13.024	30.616
O	8.184	12.219	28.714
O	3.282	1.677	27.294
O	7.984	15.791	28.517
O	10.314	16.019	27.107
O	0.736	1.707	25.556
O	12.595	6.751	26.128
O	11.806	8.736	27.6
O	16.16	9.642	26.39
O	14.703	11.69	29.87
O	12.503	14.453	27.377
O	11.46	1.069	34.15
O	1.279	3.423	27.483
O	1.015	0.8	36.183
O	5.91	15.903	23.983
O	3.84	3.986	28.441
O	2.022	8.37	25.881
O	12.134	10.36	30.171
O	3.016	1.54	32.732
O	0.417	15.814	32.378
O	12.431	3.244	25.36
O	4.104	2.621	30.649
O	8.363	11.147	31.174
O	7.881	4.391	27.678
O	13.483	6.873	28.604
O	7.619	15.684	32.887
O	5.53	14.721	28.88
O	10.03	8.304	29.794
O	14.627	2.232	29.952
O	12.059	2.245	29.612
O	15.951	1.48	27.827
O	14.411	11.338	25.249
O	16.327	5.407	32.183
O	1.168	2.631	34.243
O	1.156	5.737	29.656
O	16.184	5.982	23.774
O	11.772	10.8	25.825
O	5.232	2.054	25.5
O	3.396	7.159	28.94
O	1.815	3.742	31.387
O	6.363	3.906	29.683
O	6.54	8.527	32.824
O	2.284	7.355	34.25
O	6.284	7.446	37.557
O	8.684	6.708	36.905
O	10.496	9.578	31.977
O	3.703	13.335	30.258
O	14.858	6.958	30.884
O	12.403	7.889	30.848
O	5.316	15.194	31.501
O	5.469	2.342	37.105
O	10.049	14.723	33.072
O	9.335	13.553	30.764
O	13.754	5.765	33.038
O	11.041	5.706	32.412
O	14.395	9.163	29.543
O	14.618	13.994	30.918
O	2.255	6.13	24.317
O	0.96	8.079	28.316
O	8.719	1.723	27.43
O	10.49	2.2	31.771
O	0.615	12.999	30.011
O	14.994	13.924	28.311
O	4.408	5.314	30.581
O	6.029	6.339	28.788
O	4.631	6.684	33.197
O	2.859	4.779	33.925
O	14.6	12.739	35.467
O	1.071	9.585	33.67
O	3.775	9.135	32.867
O	14.181	15.2	33.098
O	15.562	0.854	34.252
O	3.764	2.63	34.93
O	1.77	4.178	36.235
O	3.109	9.503	35.42
O	5.669	3.15	39.574
O	7.398	8.249	35.213
O	10.299	12.089	32.712
O	8.559	10.066	33.587
O	16.17	14.73	34.786
O	2.347	12.6	36.73
O	5.477	0.894	33.282
O	1.944	15.18	30.138
O	7.599	2.088	40.984
O	8.739	3.99	36.835
O	12.066	3.601	33.52
O	13.876	16.401	28.487
O	15.467	7.798	33.335
O	12.616	11.118	35.04
O	13.728	12.529	32.998
O	12.024	13.959	31.66
O	9.947	0.679	29.581
O	9.204	16.363	34.938
O	13.045	1.678	32.034
O	8.271	13.846	34.838
O	5.064	7.895	30.816
O	15.827	2.872	36.155
O	15.902	8.76	35.758
O	3.852	9.453	37.896
O	16.307	13.377	37.245
O	7.99	1.493	37.143
O	5.338	4.955	37.469
O	8.108	9.362	37.459
O	9.086	7.474	33.253
O	9.583	13.938	37.157
O	10.069	11.915	35.517
O	4.446	14.163	36.316
O	3.753	13.574	38.776
O	2.248	15.205	37.334
O	6.051	16.256	36.371
O	13.452	5.969	36.367
O	2.335	6.344	31.872
O	11.481	6.884	34.616
O	10.549	8.645	39.088
O	14.96	10.426	33.965
O	14.36	1.357	38.133
O	11.384	15.759	36.332
O	10.422	1.857	36.441
O	9.373	5.323	34.653
O	15.874	5.265	37.251
O	13.011	4.187	31.112
O	1.595	8.306	37.29
O	0.024	16.156	38.432
O	3.367	3.51	38.404
O	3.892	7.14	36.548
O	3.725	0.039	35
O	12.13	2.135	39.196
O	12.061	13.137	36.694
O	14.532	15.249	36.825
O	1.454	12.264	39.168
O	0.435	10.75	37.202
O	6.349	0.645	38.964
O	2.28	1.116	38.548
O	6.024	10.785	38.311
O	5.169	8.91	40.117
O	7.713	11.978	36.674
O	8.494	11.441	39.097
O	11.739	8.021	36.834
O	10.952	5.445	36.801
O	14.134	6.601	38.823
O	9.649	2.718	38.909
O	14.034	15.528	39.439
Si	16.39	16.395	5.501
Si	2.714	2.78	5.516
Si	16.395	5.467	5.493
Si	2.735	8.246	5.499
Si	16.386	10.953	5.49
Si	2.706	13.727	5.475
Si	5.501	0.034	5.479
Si	8.229	2.743	5.425
Si	5.501	5.509	5.481
Si	8.226	8.205	5.408
Si	5.464	10.989	5.504
Si	8.229	13.734	5.427
Si	10.959	0.016	5.399
Si	13.661	2.7	5.42
Si	10.973	5.426	5.491
Si	13.689	8.155	5.478
Si	10.95	10.931	5.416
Si	13.621	13.657	5.425
Si	1.351	1.381	6.852
Si	4.116	4.139	6.845
Si	1.359	6.858	6.845
Si	4.1	9.61	6.86
Si	1.351	12.337	6.838
Si	4.11	15.068	6.829
Si	6.872	1.393	6.832
Si	9.573	4.088	6.833
Si	6.872	6.868	6.832
Si	9.568	9.585	6.796
Si	6.864	12.357	6.818
Si	9.582	15.086	6.804
Si	12.307	1.354	6.81
Si	15.017	4.073	6.819
Si	12.318	6.811	6.85
Si	15.037	9.554	6.839
Si	12.29	12.292	6.815
Si	15.003	15.012	6.817
Si	16.383	2.735	8.21
Si	2.734	0.015	8.199
Si	16.401	8.211	8.223
Si	2.732	5.492	8.206
Si	16.381	13.679	8.203
Si	2.719	10.97	8.211
Si	5.48	2.748	8.192
Si	8.215	0.016	8.204
Si	5.479	8.227	8.194
Si	8.214	5.474	8.191
Si	5.472	13.693	8.194
Si	8.207	10.957	8.174
Si	10.939	2.716	8.193
Si	13.661	16.392	8.189
Si	10.932	8.208	8.171
Si	13.678	5.448	8.211
Si	10.928	13.683	8.17
Si	13.666	10.934	8.189
Si	1.359	4.108	9.561
Si	4.103	1.38	9.558
Si	1.36	9.593	9.581
Si	4.1	6.865	9.559
Si	1.364	15.041	9.559
Si	4.098	12.33	9.57
Si	6.84	4.114	9.558
Si	9.576	1.367	9.581
Si	6.834	9.602	9.554
Si	9.57	6.849	9.551
Si	6.834	15.054	9.569
Si	9.563	12.321	9.546
Si	12.299	4.087	9.566
Si	15.026	1.353	9.565
Si	12.296	9.568	9.548
Si	15.036	6.831	9.578
Si	12.297	15.03	9.557
Si	15.029	12.302	9.565

Results
total energy: -154803.568 eV
total energy less fixed offsets of O -438.35, Si -107.03 eV per atom: 11.972 eV

Forces (eV/angstrom) on atoms 237 to 521 of the 654, counted in the order above; the others are left out for length: element, x, y, z
Si	0.238	-0.043	0.142
Si	0.091	-0.088	-0.082
Si	0.015	-0.068	-0.223
Si	0.102	-0.142	0.142
Si	0.062	0.055	-0.201
Si	-0.054	0.075	-0.19
Si	0	-0.055	-0.293
Si	-0.04	-0.036	-0.298
Si	-0.037	0.025	-0.267
Si	0.093	-0.041	-0.103
Si	-0.238	-0.196	0.035
Si	-0.046	0.156	-0.026
Si	-0.14	-0.032	0.345
Si	0.133	0.015	0.075
Si	-0.127	0.061	-0.187
Si	0.003	0.017	-0.325
Si	-0.004	-0.091	-0.303
Si	0.058	-0.03	-0.24
Si	-0.059	0.004	-0.022
Si	-0.094	0.057	0.164
Si	-0.075	0.036	-0.127
Si	0.003	-0.083	-0.186
Si	0.042	0.056	0.292
Si	-0.074	-0.174	-0.243
Si	0.075	-0.084	-0.218
Si	-0.082	0.116	-0.296
Si	-0.048	-0.018	0.087
Si	-0.144	-0.009	-0.216
Si	0.03	0.07	-0.294
Si	-0.082	-0.049	-0.016
Si	0.035	-0.13	0.078
Si	-0.061	-0.019	-0.185
Si	-0.026	0.032	-0.24
Si	-0.092	0.239	-0.195
Si	-0.248	0.092	0.201
Si	-0.117	-0.065	-0.089
Si	-0.008	-0.073	0.332
Si	0.091	-0.003	0.102
Si	0.043	-0.002	0.228
Si	-0.156	-0.058	0.459
Si	0.012	0.011	-0.163
Si	0.041	0.053	0.317
Si	0.026	0.008	-0.219
Si	-0.056	0.039	0.091
Si	-0.05	-0.05	0.108
Si	-0.043	-0.101	0.063
Si	0.029	0.035	0.339
Si	-0.073	0.124	0.099
Si	-0.016	0.078	-0.249
Si	-0.057	-0.065	0.282
Si	0.023	0.005	0.122
Si	0.039	-0.068	-0.142
Si	-0.014	-0.09	0.204
Si	0.064	0.016	0.169
Si	0.11	-0.061	-0.123
Si	0.022	-0.092	0.365
Si	-0.034	-0.019	0.183
Si	0.005	0.008	0.019
Si	0.072	0.04	0.305
Si	-0.055	-0.038	0.177
Si	0.143	-0.11	0.204
Si	0.011	0.014	0.318
Si	-0.066	0.041	0.208
Si	-0.149	-0.092	0.164
Si	-0.075	0.036	-0.224
Si	0.059	-0.014	0.29
Si	-0.028	0.218	0.145
Si	0.085	0.112	-0.217
Si	0.083	-0.125	-0.122
Si	0.037	-0.086	-0.128
Si	0.119	-0.01	-0.109
Si	0.028	-0.007	-0.346
Si	-0.031	0.059	-0.026
Si	-0.148	0.215	0.115
Si	0.218	0.056	-0.106
Si	-0.126	0.142	-0.015
Si	-0.137	0.066	-0.188
Si	0.008	-0.107	0.041
Si	-0.02	-0.198	0.023
Si	0.115	0.039	-0.165
Si	-0.135	0.161	-0.262
Si	0.083	-0.079	-0.014
Si	-0.151	-0.094	-0.168
Si	0.048	-0.023	0.105
Si	-0.01	0.043	0.084
Si	-0.023	0.094	-0.119
Si	0.179	-0.106	-0.186
Si	-0.126	-0.019	0.193
Si	0.043	-0.246	-0.365
Si	-0.099	-0.067	-0.229
O	-0.313	-0.215	0.302
O	-0.235	-0.105	-0.019
O	0.21	0.044	0.258
O	-0.067	0.105	0.031
O	0.032	-0.289	0.241
O	-0.275	0.216	0.278
O	-0.103	0.166	0.119
O	-0.238	-0.057	0.328
O	-0.108	-0.099	0.633
O	0.101	-0.148	0.65
O	0.325	0.136	-0.007
O	0.088	0.026	0.772
O	-0.117	0.109	0.053
O	0.101	0.279	0.278
O	-0.093	0.029	0.006
O	0.291	-0.234	0.398
O	-0.221	0.313	0.034
O	-0.067	0.348	0.268
O	0.003	0.008	0.068
O	-0.254	0.061	0.122
O	0.007	-0.091	0.654
O	-0.126	0.018	-0.124
O	0.179	-0.095	0.498
O	-0.034	0.069	0.303
O	-0.041	-0.029	0.16
O	0.115	0.188	0.287
O	0.189	0.248	0.129
O	0.119	-0.101	0.146
O	-0.272	-0.005	-0.052
O	-0.065	0.006	0.267
O	0.171	0.222	0.077
O	0.158	0.087	0.054
O	-0.273	-0.058	0.06
O	0.108	0.136	-0.004
O	0.123	-0.131	-0.15
O	-0.015	-0.226	-0.086
O	-0.286	0.031	-0.007
O	-0.238	0.273	0.073
O	-0.275	-0.006	-0.079
O	0.109	0.035	-0.275
O	-0.164	0.177	0.154
O	-0.29	0.199	-0.337
O	-0.11	0.302	-0.329
O	-0.021	-0.029	-0.311
O	0.007	-0.068	-0.015
O	0.003	-0.043	-0.064
O	-0.097	-0.21	-0.049
O	0.234	-0.078	-0.344
O	-0.18	-0.062	-0.288
O	0.222	0.135	-0.336
O	0.367	-0.392	-0.514
O	-0.058	-0.027	0.202
O	-0.122	0.127	-0.463
O	-0.22	-0.193	0.08
O	0.09	0.109	-0.126
O	-0.009	0.096	-0.399
O	-0.022	0.112	0.036
O	-0.112	0.172	-0.149
O	0.418	-0.212	-0.41
O	0.221	-0.244	0.073
O	0.205	0.064	-0.258
O	0.164	0.057	-0.1
O	0.075	-0.024	-0.084
O	-0.268	-0.02	0.153
O	-0.166	0.054	-0.024
O	-0.065	-0.249	-0.254
O	0.165	-0.277	-0.116
O	0.148	0.06	0.086
O	0.1	-0.266	-0.26
O	-0.098	-0.035	0.273
O	-0.211	0.097	-0.326
O	0.169	0.274	-0.054
O	-0.12	-0.088	0.139
O	0.352	0.078	-0.387
O	-0.031	-0.153	-0.078
O	0.34	-0.204	-0.142
O	0.119	-0.117	-0.425
O	0.317	0.074	-0.254
O	0.142	0.076	-0.001
O	-0.262	0.15	-0.357
O	-0.256	0.049	0.117
O	-0.162	0.016	-0.073
O	0.011	0.012	-0.368
O	0	-0.168	0.251
O	0.231	-0.163	-0.046
O	0.293	0.148	-0.08
O	0.014	0.021	-0.032
O	-0.025	0.047	0.084
O	0.141	-0.076	0.135
O	0.096	-0.075	-0.106
O	-0.117	0.073	0.01
O	-0.042	-0.14	-0.517
O	0.118	0.018	-0.057
O	0.012	0.382	-0.416
O	-0.096	0.144	0.095
O	0.074	-0.056	-0.29
O	0.018	0.212	-0.093
O	0.099	0.046	0.135
O	0.027	-0.134	0.086
O	0.097	-0.019	0.266
O	0.164	0.191	0.081
O	0.052	-0.17	-0.007
O	-0.19	-0.171	-0.315
O	0.25	0.135	0.071
O	0.043	-0.054	0.061
O	-0.039	0.03	0.222
O	-0.027	-0.167	0.042
O	-0.159	-0.064	0.12
O	-0.015	0.355	0.389
O	0.011	0.116	0.265
O	-0.126	0.172	0.083
O	0.096	-0.04	-0.122
O	-0.046	-0.163	0.254
O	0.134	-0.187	-0.286
O	0.032	-0.16	0.239
O	0.037	0.006	-0.062
O	-0.104	0.107	0.015
O	-0.03	0.053	0.158
O	0.181	0.125	-0.053
O	0.188	-0.085	-0.078
O	-0.117	-0.144	0.058
O	-0.239	-0.038	0.357
O	-0.186	0.217	0.076
O	-0.012	-0.016	-0.083
O	-0.088	-0.288	-0.019
O	0.02	-0.034	-0.057
O	0.085	0.025	-0.137
O	0.212	-0.255	-0.048
O	-0.146	0.028	0.018
O	0.102	0.356	-0.023
O	0.222	0.043	-0.109
O	-0.084	-0.175	0.361
O	-0.363	-0.101	0.046
O	0.254	-0.181	0.143
O	0.045	0.051	-0.115
O	0.023	0.12	-0.125
O	0.052	-0.163	-0.126
O	-0.115	0.039	0.158
O	0.245	-0.082	0.18
O	0.014	0.154	-0.062
O	0.045	-0.283	0.025
O	-0.108	0.014	0.186
O	-0.124	-0.009	-0.134
O	-0.012	-0.181	-0.096
O	0.173	-0.355	0.018
O	0.127	0.327	-0.096
O	0.023	-0.318	0.159
O	0.272	0.273	-0.101
O	-0.029	-0.258	0.139
O	0.042	0.089	-0.245
O	-0.022	-0.031	0.035
O	-0.295	0.009	0.124
O	0.268	0.294	0.292
O	-0.212	0.073	0.075
O	-0.056	0.096	-0.042
O	-0.001	0.218	-0.066
O	0.199	-0.196	-0.127
O	0.01	0.045	0.027
O	0.215	0.027	-0.018
O	0.176	-0.158	-0.147
O	-0.05	-0.092	0.291
O	0.173	-0.194	0.005
O	-0.088	-0.174	0.122
O	-0.331	0.268	0.173
O	-0.077	-0.088	-0.308
O	0.26	-0.038	0.086
O	-0.027	0.182	-0.018
O	0.018	0.037	-0.178
O	-0.172	0.205	-0.333
O	0.116	-0.017	0.246
O	-0.082	0.363	-0.157
O	0.04	-0.029	-0.26
O	-0.158	-0.006	0.3
O	-0.099	-0.18	0.323
O	0.101	0.249	0.023
O	-0.292	-0.225	0.135
O	0.177	-0.069	0.235
O	0.053	0.043	0.088
O	0.033	-0.106	-0.077
O	-0.148	-0.248	-0.18
O	0.046	0.133	-0.491
O	0.095	-0.172	0.213
O	0.078	0.007	-0.259
O	-0.091	0.119	-0.374
O	-0.144	0.176	0.038
O	-0.318	-0.02	-0.18
O	-0.023	0.099	0.172
O	0.31	0.005	-0.16
O	-0.125	-0.062	-0.311
O	-0.199	0.063	-0.018
O	0.076	0.143	-0.215
O	0.107	-0.034	0.134
O	-0.084	0.214	-0.089
O	-0.112	-0.106	-0.184
O	-0.037	-0.016	-0.036
